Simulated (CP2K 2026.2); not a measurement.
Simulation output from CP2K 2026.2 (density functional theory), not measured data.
Periodic cell of 497 atoms, Si360O137, from a study of silicon, its oxide and their interface. The atomic structure is a simulated model.
Doubt: the forces sum to 1.24 eV/angstrom along one axis rather than to zero, so they err by at least 0.0025 eV/angstrom per atom on average; the grid cutoff is modest.

Settings
functional: PBE
method: Gaussian and plane waves
basis set: DZVP-MOLOPT-SR-GTH
pseudopotentials: GTH-PBE
grid cutoff: 300 Ry, relative cutoff 40 Ry
k points: Gamma only
occupations: fixed
spin: none
net charge: 0

Cell vectors (angstrom)
a	16.32	0	0
b	0	16.32	0
c	-6.1972	-4.1703	33.8309

Atoms and the computed forces on them: element, x, y, z (angstrom), force x, y, z (eV/angstrom)
Si	3.888	-4.83	-4.67	0.111	0.102	0.023
Si	-8.372	-1.457	-3.448	0.028	-0.018	0.001
Si	3.276	8.599	1.628	0.205	0.309	0.557
Si	-5.902	2.604	-4.612	-0.043	0.059	0.003
Si	-3.971	7.151	-3.4	-0.011	-0.005	0.103
Si	0.73	0.246	-1.387	-0.015	-0.124	0.136
Si	-10.783	-5.668	-0.754	-0.152	0.027	0.695
Si	3.135	-1.642	-0.788	-0.024	-0.069	0.049
Si	-8.724	1.463	-3.87	0.006	-0.029	-0.051
Si	5.021	5.03	1.498	0.018	0.001	-0.058
Si	5.339	-3.058	-2.44	0.052	-0.157	0.038
Si	4.96	-5.947	1.514	-0.019	-0.027	-0.04
Si	-6.001	-0.784	-1.579	-0.016	-0.028	0.066
Si	-3.638	2.527	-0.142	0.458	0.285	0.404
Si	-8.643	-2.033	25.764	0.091	-0.137	0.048
Si	-8.161	-7.473	-0.74	0.221	-0.118	0.819
Si	-5.758	-5.779	-0.483	-0.24	-0.192	0.658
Si	-2.073	-3.065	-1.641	-0.013	0.216	0.11
Si	-0.426	-0.419	1.537	-0.145	-0.202	0.626
Si	1.983	3.164	-1.443	0.062	0.024	0.105
Si	-0.6	4.964	1.49	-0.043	0.029	-0.029
Si	4.173	6.364	-2.77	-0.077	0.058	-0.015
Si	0.539	-5.145	1.375	0.072	0.309	0.579
Si	2.166	-3.341	1.425	-0.132	-0.136	0.686
Si	3.238	3.35	1.441	0.128	0.111	0.514
Si	-7.971	2.861	1.391	-0.224	-0.055	0.672
Si	-7.805	5.951	-1.76	0.024	-0.065	0.072
Si	-7.775	8.682	1.597	-0.023	-0.038	-0.064
Si	3.512	-7.097	-2.73	0.086	-0.108	0.085
Si	5.054	0.019	0.949	-0.006	0.427	0.644
Si	-5.346	0.144	1.265	-0.092	-0.166	0.667
Si	-2.252	3.23	1.58	-0.017	-0.052	-0.032
Si	-4.875	6.024	1.709	0.016	0.077	-0.011
Si	-3.288	7.799	1.442	-0.026	-0.023	-0.057
Si	-6.18	-5.846	1.75	-0.038	0.086	0.089
Si	-2.132	-2.137	1.37	0.142	0.042	0.634
Si	-1.331	1.394	2.761	-0.016	-0.006	0.002
Si	1.338	4.133	2.661	-0.037	0.02	-0.019
Si	-1.504	6.792	2.695	0.007	0.037	-0.018
Si	1.447	9.535	2.782	-0.016	0.004	-0.075
Si	-1.288	-4.066	2.528	0.012	-0.027	-0.07
Si	1.324	-1.486	2.69	0.015	0.019	-0.072
Si	4.113	1.433	2.602	0.005	-0.071	-0.074
Si	6.791	4.056	2.72	0.037	-0.014	-0.023
Si	4.159	6.798	2.819	-0.004	-0.026	0.018
Si	6.741	-6.789	2.828	0.003	0.046	0.013
Si	3.973	-4.188	2.717	-0.034	0.066	-0.079
Si	-9.291	-1.703	2.688	-0.045	0.072	0.653
Si	-6.798	1.318	2.7	0.024	0.023	-0.06
Si	-3.96	4.205	2.912	0.022	-0.02	0.003
Si	-6.75	6.921	2.808	0.028	-0.048	-0.008
Si	-4.264	-6.812	2.797	-0.033	-0.004	0.015
Si	-7.105	-3.926	2.859	0.338	-0.388	0.15
Si	-4.017	-1.307	2.586	0.008	-0.075	-0.065
Si	-2.773	0.061	4.078	0.03	-0.02	-0.031
Si	0.112	2.689	4.09	-0.025	0.001	-0.03
Si	-2.662	5.508	4.299	0.002	0.038	-0.02
Si	-0.03	8.148	3.981	0.028	-0.052	-0.009
Si	-2.726	-5.41	3.914	0.016	0.048	-0.017
Si	-0.03	-2.779	4.106	0.007	-0.041	-0.023
Si	2.727	-0.004	3.931	-0.008	0.013	0.002
Si	5.486	2.655	4.085	0.047	0.012	-0.04
Si	2.651	5.501	4.086	0.026	0.003	-0.023
Si	5.526	-8.236	4.208	0.011	0.024	-0.02
Si	2.721	-5.467	4.23	0.006	0.023	-0.015
Si	5.405	-2.799	4.014	0.025	-0.008	-0.022
Si	-8.151	-0.076	4.02	-0.045	-0.004	-0.015
Si	-5.431	2.731	4.047	0.026	-0.035	0.008
Si	-8.155	5.462	4.041	-0.008	0.032	-0.017
Si	-5.473	8.192	4.299	-0.048	0.036	-0.07
Si	-8.311	-5.384	4.24	0.014	0.02	-0.039
Si	-5.411	-2.694	3.968	-0.052	0.013	-0.016
Si	-1.393	-1.351	5.401	-0.023	-0.025	0.015
Si	1.42	1.305	5.419	0.058	-0.033	0.015
Si	-1.264	4.059	5.482	0.03	0.02	-0.025
Si	1.307	6.835	5.448	-0.015	0.018	0.018
Si	-1.383	9.544	5.337	-0.017	-0.017	0.013
Si	1.334	-4.087	5.507	-0.019	0.013	0.027
Si	4.08	-1.355	5.334	0.004	0.013	0.019
Si	6.824	1.285	5.423	-0.003	-0.03	0
Si	4.064	4.065	5.379	0.004	-0.022	-0.044
Si	6.87	6.753	5.528	0.017	-0.013	0.03
Si	4.11	-6.848	5.511	-0.014	0.014	0.009
Si	6.68	12.271	5.559	-0.01	0.016	0.045
Si	-6.755	-1.361	5.404	0.018	-0.004	0.019
Si	-4.102	1.393	5.46	-0.006	0.018	0.01
Si	-6.801	4.084	5.402	0.011	0.001	0.03
Si	-4.087	6.825	5.592	-0.01	-0.02	0.016
Si	-6.864	-6.74	5.539	0.015	-0.004	-0.018
Si	-4.07	-4.075	5.341	-0.046	-0.011	0.016
Si	0.003	-0.017	6.761	0.003	-0.001	0.016
Si	2.749	2.698	6.779	-0.023	0.018	0.001
Si	0.03	5.444	6.843	0.012	0.002	0.014
Si	2.694	-8.172	6.826	0.002	0.007	0.014
Si	-0.042	-5.466	6.797	-0.023	-0.017	-0.009
Si	2.726	-2.688	6.772	0.022	0.002	-0.017
Si	5.435	-0.041	6.768	-0.017	-0.013	-0.002
Si	8.165	2.696	6.764	0.004	0.031	-0.021
Si	5.427	5.396	6.791	-0.014	0.019	0.008
Si	8.16	8.165	6.883	0.004	-0.021	0.01
Si	5.397	10.862	6.898	-0.01	0.016	-0.002
Si	8.164	-2.692	6.788	-0.002	-0.01	0
Si	-5.449	0.009	6.805	-0.007	-0.012	-0.014
Si	-2.695	2.724	6.798	-0.007	0.002	0.006
Si	-5.464	5.414	6.841	-0.007	-0.011	-0.003
Si	-2.692	8.224	6.823	0.031	0.023	-0.014
Si	-5.429	-5.382	6.791	0.022	0.022	0.006
Si	-2.749	-2.715	6.759	0.018	-0.015	0.003
Si	-1.359	1.36	13.586	-0.008	0.004	-0.002
Si	1.353	4.051	13.621	0.014	0	0.01
Si	-1.375	6.783	13.611	0.007	0.011	0.004
Si	1.36	-6.778	13.599	-0.023	0.007	-0.005
Si	-1.355	-4.054	13.603	-0.005	-0.017	-0.005
Si	1.357	-1.351	13.592	0.007	-0.002	0.008
Si	4.07	1.344	13.623	0	-0.004	0.001
Si	6.802	4.063	13.606	0.014	0.015	0.002
Si	4.089	-9.527	13.587	-0.001	0.004	-0.007
Si	6.818	9.509	13.571	0.008	-0.022	-0.005
Si	4.079	-4.072	13.573	0.006	-0.009	-0.008
Si	6.781	-1.359	13.626	-0.015	0.015	0.007
Si	-6.785	1.37	13.609	0.007	-0.001	0.001
Si	-4.091	4.081	13.58	-0.011	0.003	-0.002
Si	-6.798	6.794	13.585	-0.004	-0.005	-0.001
Si	-4.078	9.526	13.614	-0.002	-0.003	0.008
Si	-6.813	-4.077	13.614	-0.008	0.012	0.002
Si	-4.07	-1.343	13.609	0.003	-0.009	-0.001
Si	-2.714	0.028	14.97	-0.002	-0.014	0.002
Si	-0.015	2.684	14.988	-0.009	-0.009	0.007
Si	-2.749	5.415	14.971	-0.023	0.006	-0.005
Si	-0.011	8.173	14.931	0.002	-0.004	-0.004
Si	-2.711	-5.414	14.953	0.017	0.02	-0.015
Si	-0.001	-2.686	14.968	-0.016	-0.014	-0.014
Si	2.702	-0.017	14.984	0.014	0.008	-0.008
Si	5.442	2.704	14.969	-0.003	-0.008	-0.01
Si	2.741	5.422	14.94	0.009	0.023	0.001
Si	5.473	-8.174	14.928	0.012	0.005	-0.001
Si	2.729	-5.407	14.95	0.006	-0.01	-0.004
Si	5.409	-2.733	14.977	-0.003	-0.011	0.005
Si	-8.16	0.018	14.954	0.008	0	-0.005
Si	-5.426	2.735	14.976	-0.009	0.015	-0.007
Si	-8.144	5.423	14.947	-0.009	-0.003	-0.002
Si	-5.448	8.151	14.956	0.006	0.005	0.001
Si	-8.171	-5.459	14.965	-0.009	-0.019	0.002
Si	-5.44	-2.707	14.951	-0.002	-0.009	-0.003
Si	-1.358	-1.323	16.339	0.017	-0.002	-0.001
Si	1.34	1.318	16.367	0.011	-0.022	0.003
Si	-1.412	4.028	16.333	0.011	0.005	0.023
Si	1.369	6.805	16.243	-0.002	0.012	-0.018
Si	-1.353	-6.778	16.302	-0.019	-0.003	-0.008
Si	1.375	-4.031	16.319	0.029	0.009	0.008
Si	4.041	-1.385	16.359	-0.031	-0.004	0.004
Si	-9.509	1.363	16.339	-0.001	0.022	-0.007
Si	4.092	4.067	16.326	0.002	-0.006	-0.013
Si	-9.505	6.769	16.299	0.007	-0.004	0
Si	4.131	-6.779	16.253	-0.019	-0.011	0
Si	-9.545	-4.103	16.32	-0.013	0.003	0.006
Si	-6.792	-1.33	16.299	-0.006	0.012	-0.012
Si	-4.058	1.393	16.345	-0.012	0.022	0.014
Si	-6.804	4.077	16.339	0.003	-0.013	-0.005
Si	-4.11	6.785	16.331	0.001	-0.007	0.001
Si	-6.797	9.506	16.327	0.008	0.009	0.01
Si	-4.071	-4.055	16.305	-0.008	-0.015	-0.012
Si	-0.012	-0.027	17.789	0.012	0.012	-0.019
Si	2.709	2.71	17.668	0.021	0.002	-0.015
Si	-0.019	5.448	17.556	0.018	0.012	-0.021
Si	2.782	8.152	17.544	0.028	-0.013	-0.026
Si	0.037	-5.415	17.635	-0.001	-0.019	0.03
Si	2.652	-2.683	17.794	-0.028	0.012	-0.009
Si	5.459	-0.041	17.654	0.009	0.001	0.005
Si	-8.164	2.732	17.724	0.006	0.02	-0.015
Si	5.498	5.391	17.684	0.006	-0.014	0.009
Si	-8.169	8.124	17.67	0.02	-0.026	-0.017
Si	5.406	-5.441	17.715	-0.009	0.012	0.009
Si	-8.137	-2.735	17.605	-0.021	-0.023	-0.02
Si	-5.462	0.063	17.664	-0.036	-0.036	0.006
Si	-2.72	2.683	17.812	-0.021	-0.011	0.059
Si	-5.473	5.433	17.725	-0.016	0.022	0
Si	-2.738	-8.138	17.635	-0.004	0.005	-0.016
Si	-5.403	-5.443	17.652	0.002	-0.005	-0.017
Si	-2.753	-2.654	17.664	-0.036	0.003	0.006
Si	-1.325	1.306	19.217	-0.02	-0.001	0.048
Si	1.277	4.1	18.935	0.033	-0.032	0.015
Si	-1.333	6.822	18.908	-0.003	0.016	0.013
Si	1.497	-6.785	18.895	0.007	0.003	-0.015
Si	-1.382	-4.057	18.936	-0.024	0.007	0.019
Si	1.265	-1.371	19.269	0.002	-0.039	0.035
Si	4.101	1.327	18.979	-0.005	0.007	-0.022
Si	-9.479	4.073	19.147	0.022	0.027	-0.017
Si	4.097	6.784	18.917	-0.026	0.018	-0.018
Si	-9.52	9.481	19.012	0.002	-0.014	0.04
Si	4.014	-4.078	19.102	-0.008	-0.044	0.009
Si	6.827	-1.434	18.985	-0.027	0.039	-0.022
Si	-6.818	1.372	19.084	-0.001	0.011	-0.018
Si	-4.142	4.077	19.116	-0.007	0.02	0.03
Si	-6.865	6.769	19.104	-0.006	-0.017	-0.009
Si	-4.102	-6.834	19.04	-0.027	0.006	-0.049
Si	-6.754	-4.052	18.956	0.021	0.037	-0.013
Si	-4.113	-1.256	19.027	0.029	-0.019	0.029
Si	-2.762	-0.052	20.575	-0.01	-0.044	0.05
Si	0.025	2.816	20.48	0.028	-0.042	0.008
Si	-2.684	5.518	20.294	-0.03	0.029	0.047
Si	0.133	8.166	20.15	-0.059	-0.011	-0.032
Si	-2.687	-5.445	20.285	0.074	0	-0.04
Si	-0.208	-2.837	20.58	0.021	0.001	0.051
Si	2.722	0.113	20.457	-0.016	0.027	0.083
Si	5.469	2.629	20.403	-0.011	-0.041	0.005
Si	2.718	5.422	20.21	0.029	-0.072	-0.046
Si	5.388	8.113	20.324	0.027	-0.032	0.06
Si	2.673	-5.473	20.478	-0.012	0.04	0.047
Si	5.466	-2.753	20.381	-0.012	0.01	0.022
Si	-8.155	-0.085	20.364	-0.034	0.043	0.028
Si	-5.535	2.729	20.535	-0.023	0.045	0.048
Si	-8.176	5.452	20.603	-0.034	-0.011	0.022
Si	-5.503	-8.166	20.407	0.052	0.004	0.005
Si	-8.066	-5.461	20.25	0.018	0.005	-0.001
Si	-5.444	-2.658	20.341	0.001	-0.032	-0.021
Si	-2.084	-2.014	21.89	-0.033	-0.042	-0.054
Si	1.977	2.083	21.638	0.129	0.045	-0.742
Si	-1.404	4.225	21.766	-0.008	0.003	0.067
Si	1.447	6.824	21.558	-0.026	-0.017	0.051
Si	-0.898	-6.497	21.416	0.035	0.067	0.077
Si	-9.681	6.815	21.85	-0.027	-0.024	0.067
Si	4.32	-1.135	21.652	-0.174	-0.116	-0.719
Si	-9.729	0.982	21.72	0.077	0.243	-0.756
Si	3.754	3.761	21.491	-0.229	-0.173	-0.417
Si	6.003	-5.859	22.932	0	-0.059	-0.031
Si	-2.731	-1.584	24.145	0.391	-0.242	-0.511
Si	6.908	-4.151	21.617	0.007	0.013	0.096
Si	-6.782	-1.323	21.809	0.071	-0.064	0.098
Si	-4.048	1.495	21.89	0.013	0.063	0.056
Si	-6.736	4.19	22.046	0.308	0.232	-0.499
Si	-4.025	6.862	21.679	-0.282	-0.322	-0.329
Si	-6.738	-6.694	21.758	-0.023	0.023	0.017
Si	-3.801	-3.825	21.566	0.04	0.013	0.045
Si	-1.861	-6.839	25.967	-0.46	-0.376	0.262
Si	-1.65	-3.707	25.8	-0.056	-0.068	-0.105
Si	1.575	1.099	24.583	0.081	-0.064	0.067
Si	-1.366	-0.214	-6.493	-0.083	-0.027	-0.027
Si	0.641	5.23	-5.549	0.061	0.173	0.044
Si	-3.956	1.26	-2.736	0.049	-0.062	0.011
Si	-9.86	1.986	-0.945	0.028	0.13	0.124
Si	-0.643	-5.768	-1.378	-0.04	-0.088	0.137
Si	2.088	7.468	-1.093	0.01	0.016	0.067
Si	-5.723	4.752	0.043	0.224	0.353	0.379
Si	-11.258	5.811	23.397	0.488	0.152	-0.589
Si	-6.916	0.561	25.602	0.083	0.041	0.017
Si	-7.603	-3.345	-5.729	-0.04	-0.001	-0.016
Si	-3.409	-2.604	-6.906	0.086	0.001	-0.002
Si	4.161	-6.796	21.745	0.003	-0.008	0.049
Si	-10.095	-4.707	-6.503	-0.087	0.079	-0.039
Si	0.739	-4.714	21.703	-0.036	-0.023	0.017
Si	-7.87	-3.061	22.992	-0.141	0.293	-0.687
Si	0.555	4.813	25.797	-0.023	-0.012	-0.055
Si	-0.095	5.472	-0.714	-0.186	-0.16	0.626
Si	3.215	3.998	-4.245	0.004	0.074	0.075
Si	-7.144	7.066	-7.217	0	-0.002	-0.029
Si	-4.878	5.213	23.1	0.017	-0.079	0.031
Si	-0.075	5.754	22.949	0.011	-0.078	-0.665
Si	-5.636	-5.897	25.691	0.086	0.037	-0.034
Si	0.743	-4.185	23.992	0.031	-0.192	-0.741
Si	-5.239	-0.08	23.136	-0.142	0.133	-0.812
Si	4.839	-2.387	26.325	0.033	-0.2	-0.049
Si	-8.64	-7.659	22.934	-0.009	0.015	-0.008
Si	-1.727	-7.899	23.072	0.396	0.188	-0.449
Si	5.413	2.516	-5.853	-0.054	-0.011	-0.024
Si	-1.52	-0.562	-3.43	-0.109	0.01	0.105
Si	-4.917	-3.59	-2.185	-0.026	0.139	-0.005
Si	-2.207	3.292	26.189	-0.068	-0.007	-0.07
Si	2.192	-6.403	25.187	0.103	-0.147	-0.036
Si	2.877	8.002	22.982	-0.057	0.31	-0.721
Si	5	-5.295	24.973	0.38	0.002	-0.458
Si	-5.367	-5.014	22.951	0.205	-0.15	-0.638
Si	-5.422	6.078	25.265	0.234	-0.139	-0.577
Si	-6.58	5.661	-4.423	0.033	-0.032	0.037
Si	1.373	-8.072	-6.324	0.02	0.005	-0.039
Si	-3.2	3.433	23.108	-0.175	0.066	-0.642
Si	-3.216	-6.948	-5.397	0.064	-0.041	0.051
Si	-3.225	-7.613	-0.766	0.068	-0.431	0.528
Si	-4.894	-4.289	-5.1	0.09	0.089	0.032
Si	2.729	-1.753	24.255	0.045	-0.002	-0.092
Si	2.449	-3.755	-7.066	0.625	0.135	-0.379
Si	-1.126	0.564	25.903	-0.109	-0.105	-0.02
Si	-8.523	2.526	24.14	0.144	0.042	-0.054
Si	-0.393	-7.173	-4.064	-0.103	-0.098	-0.081
Si	-1.262	6.182	-3.348	-0.017	0.061	-0.011
Si	-7.759	-8.134	25.035	-0.336	-0.006	-0.466
Si	-10.525	4.199	25.756	-0.042	0.135	0.081
Si	-10.408	4.924	-0.691	-0.326	0.022	0.571
Si	-1.345	1.348	8.141	-0.006	-0.001	0.006
Si	1.395	4.063	8.163	0.013	0.013	0.005
Si	-1.349	6.822	8.17	-0.012	-0.01	0.002
Si	1.333	-6.804	8.174	0.017	-0.001	0.006
Si	-1.391	-4.077	8.139	-0.006	-0.005	0.002
Si	1.359	-1.354	8.143	-0.001	0.006	0.005
Si	4.097	1.341	8.14	0.022	-0.009	0.005
Si	6.795	4.043	8.145	-0.009	-0.022	-0.003
Si	4.071	6.771	8.158	-0.01	-0.002	0.005
Si	6.787	9.515	8.223	0.012	-0.005	0.015
Si	4.039	-4.058	8.184	-0.007	-0.024	0.005
Si	6.803	-1.356	8.16	0.008	0.008	0.006
Si	-6.806	1.363	8.161	0.001	0	0.009
Si	-4.067	4.069	8.168	-0.013	0.002	0.023
Si	-6.795	6.793	8.202	0.009	0.008	0.018
Si	-4.073	-6.751	8.163	-0.021	-0.008	0.007
Si	-6.799	-4.047	8.159	0.007	-0.01	0.009
Si	-4.088	-1.362	8.15	-0.007	0.011	0.006
Si	-2.713	-0.005	9.501	0.003	-0.005	0.003
Si	0.008	2.714	9.507	-0.002	0.009	0.002
Si	-2.717	5.453	9.516	-0.008	0.02	0.005
Si	0.001	-8.164	9.552	0.006	-0.009	0
Si	-2.727	-5.414	9.543	-0.017	0.005	0
Si	-0.008	-2.722	9.491	0.009	-0.008	-0.003
Si	2.719	0.003	9.505	-0.008	0.012	-0.005
Si	5.446	2.693	9.523	0.007	-0.008	0.015
Si	2.73	5.421	9.542	0.018	-0.023	0.012
Si	5.418	8.137	9.536	-0.014	0.01	-0.002
Si	2.687	-5.43	9.529	-0.023	0.024	0.009
Si	5.441	-2.719	9.521	0.02	-0.009	-0.007
Si	-8.168	0.008	9.527	-0.024	0.006	0.012
Si	-5.433	2.711	9.52	0.009	-0.009	0.004
Si	-8.175	5.419	9.515	-0.008	0.012	-0.007
Si	-5.42	-8.144	9.517	0.019	-0.014	0.006
Si	-8.146	-5.426	9.529	0.021	-0.015	0
Si	-5.446	-2.701	9.534	-0.025	0.005	0.006
Si	-1.358	-1.361	10.863	-0.005	-0.004	-0.009
Si	1.364	1.358	10.873	0.005	0.001	-0.002
Si	-1.354	4.081	10.868	-0.006	-0.005	-0.01
Si	1.362	-9.534	10.901	0.003	0.008	0.001
Si	-1.367	-6.792	10.895	0.009	-0.001	0.004
Si	1.338	-4.067	10.879	-0.003	-0.022	-0.003
Si	4.078	-1.352	10.871	-0.002	0.004	-0.003
Si	6.799	1.351	10.9	0.01	0.002	0.011
Si	4.087	4.055	10.891	0.002	0.02	0.007
Si	6.794	6.78	10.879	-0.007	-0.013	0
Si	4.063	9.52	10.876	-0.006	-0.007	-0.008
Si	6.803	-4.074	10.883	-0.005	0.003	0.001
Si	-6.81	-1.349	10.895	0.011	0.008	0.005
Si	-4.073	1.35	10.872	-0.004	0.001	0.003
Si	-6.804	4.071	10.871	0	0.001	0
Si	-4.073	6.811	10.879	-0.005	0.006	0
Si	-6.784	-6.792	10.879	-0.001	-0.007	-0.006
Si	-4.09	-4.062	10.9	0.003	0.006	0.009
Si	-0.001	0	12.225	0.004	-0.006	-0.007
Si	2.716	2.702	12.252	-0.002	-0.006	0.004
Si	-0.003	5.423	12.258	-0.007	-0.007	0.005
Si	2.716	-8.156	12.249	0.008	0.006	0.007
Si	-0.007	-5.423	12.245	0.009	0.022	0.005
Si	2.713	-2.709	12.226	-0.011	-0.002	-0.013
Si	5.429	-0.007	12.254	-0.005	-0.001	-0.004
Si	8.168	2.716	12.245	-0.002	0.002	-0.001
Si	5.447	5.421	12.242	0.004	-0.003	0.007
Si	8.17	8.15	12.215	0.003	0.013	-0.008
Si	5.44	10.875	12.228	0.007	-0.01	-0.005
Si	8.147	-2.712	12.257	-0.006	-0.012	0.005
Si	-5.434	0.007	12.245	-0.003	0	0.008
Si	-2.719	2.721	12.228	0.001	0.009	-0.005
Si	-5.443	5.442	12.22	0.003	0.013	-0.01
Si	-2.723	8.16	12.253	-0.01	-0.014	0.002
Si	-5.443	-5.433	12.257	-0.005	-0.014	0.006
Si	-2.716	-2.701	12.243	0.01	0.012	0.005
O	-0.946	-4.177	-1.38	0.526	0.132	0.369
O	-0.01	0.039	0.025	-0.05	0.018	-0.267
O	2.962	3.151	-0.162	0.085	-0.086	-0.236
O	-8.642	2.13	0.101	0.346	-0.147	-0.228
O	-7.221	2.043	-3.867	0.07	-0.167	0.27
O	2.091	-7.617	-2.139	-0.313	0.266	-0.471
O	5.162	1.184	-6.724	0.063	-0.227	0.185
O	-7.784	5.541	-3.329	-0.561	-0.118	-0.216
O	3.749	-0.835	0.484	-0.37	-0.095	0.184
O	-10.554	-4.155	-1.317	0.345	0.148	0.093
O	-4.419	1.317	0.618	0.206	-0.081	0.161
O	-6.077	-0.669	0.037	-0.364	-0.16	0.061
O	-5.786	-4.249	-1.008	-0.532	0.602	0.416
O	0.619	4.928	24.181	0.591	-0.557	-0.093
O	-10.817	0.819	-0.386	-0.191	-0.096	-0.274
O	-10.047	-0.974	1.416	0.052	-0.324	-0.123
O	-8.188	-2.839	2.168	-0.086	0.31	-0.422
O	-6.81	-6.835	25.14	0.092	0.293	-0.075
O	-10.873	-0.086	22.213	0.117	-0.216	0.13
O	-7.59	3.564	23.32	-0.153	0.123	0.165
O	-4.669	3.702	-0.596	-0.122	0.096	-0.727
O	-7.801	-2.493	-7.077	0.098	0.325	0.267
O	0.385	-5.875	-0.115	0.135	-0.47	0.038
O	-0.953	7.039	23.501	-0.029	0.016	0.337
O	-4.328	-6.438	-0.833	0.226	0.377	0.07
O	-3.951	-7.821	-4.267	-0.193	0.286	0.366
O	1.78	-0.457	24.219	-0.295	-0.086	-0.186
O	1.799	3.984	26.402	-0.077	0.226	0.386
O	-4.269	-1.233	23.766	-0.15	-0.199	0.092
O	4.072	5.361	-4.02	0.367	0.186	-0.426
O	-8.221	7.499	-1.625	-0.31	0.121	-0.359
O	0.889	-5.505	24.919	-0.54	-0.358	0.002
O	-7.482	-2.368	-4.448	0.457	0.083	0.243
O	-10.702	5.569	24.905	-0.04	0.217	0.307
O	-1.272	5.646	-1.817	-0.716	0.073	0.198
O	-5.817	0.702	24.435	-0.172	0.481	0.222
O	3.623	-1.882	22.919	-0.176	-0.597	-0.017
O	5.026	-5.381	-5.673	0.08	-0.423	-0.28
O	-3.66	7.573	-1.857	0.036	-0.335	0.081
O	-2.786	6.152	-3.877	-0.158	-0.373	-0.43
O	2.668	1.628	25.648	0.229	-0.168	-0.208
O	-6.588	-4.005	23.362	0.061	0.127	0.312
O	-3.36	-3.931	-2.041	0.199	-0.422	-0.249
O	-6.883	-6.633	-1.284	0.099	-0.034	-0.602
O	-10.693	3.368	-1.074	-0.312	0.032	-0.332
O	3.248	-6.086	-3.924	-0.436	-0.076	-0.202
O	2.839	6.242	-1.847	-0.231	-0.521	0.057
O	-4.319	7.125	25.892	0.498	0.102	-0.133
O	-3.949	-3.008	-5.439	0.143	0.282	0.466
O	2.068	-7.737	24.283	-0.24	-0.047	0.046
O	-1.841	-6.83	-1.096	0.18	-0.174	0.167
O	5.419	-6.465	26.014	-0.453	-0.408	-0.141
O	5.111	-3.862	25.721	-0.047	-0.001	0.049
O	2.943	7.952	0.166	0.393	-0.119	0.045
O	-10.644	-3.368	-7.245	0.327	0.157	0.334
O	-2.019	-0.311	24.871	-0.062	0.211	0.044
O	-4.738	-5.51	24.393	0.507	-0.188	0.04
O	2.539	-3.012	-0.153	-0.031	-0.297	-0.47
O	-0.122	-6.12	-2.868	0.492	0.418	-0.281
O	-4.55	2.374	-3.745	0.234	0.33	-0.183
O	-10.592	3.766	-6.825	0.346	0.061	-0.089
O	-7.795	1.905	25.447	-0.196	0.401	0.454
O	-8.675	-2.911	24.407	-0.263	-0.318	0.121
O	3.919	6.927	23.605	0.008	0.057	0.511
O	-3.328	-7.682	-6.834	0.311	-0.166	-0.24
O	-5.367	-4.252	-3.57	-0.383	-0.339	0.051
O	-7.488	-1.013	-2.162	-0.357	0.324	0.255
O	4.349	4.427	22.89	-0.237	-0.271	0.549
O	-6.873	6.826	25.184	-0.304	-0.341	-0.163
O	-6.1	4.186	-4.896	0.199	0.097	-0.206
O	-3.217	7.991	22.579	-0.342	0.427	-0.152
O	0.929	6.723	-6.076	-0.099	0.045	0.201
O	-8.775	-0.11	-4.252	0.024	-0.101	-0.366
O	-5.553	4.773	26.235	-0.223	-0.477	0.013
O	4.573	-3.781	-3.662	-0.037	0.031	-0.317
O	-9.315	1.595	-2.386	-0.029	-0.215	-0.031
O	1.362	-2.562	-7.029	0.066	0.024	0.39
O	1.958	-0.809	-1.514	0.048	-0.104	-0.575
O	3.432	-5.526	24.647	-0.101	0.311	-0.474
O	-5.725	1.738	-5.963	0.163	-0.514	0.233
O	2.966	-8.115	-6.625	0.274	0.299	0.348
O	1.289	1.732	-1.512	-0.228	0.029	-0.458
O	-1.852	-6.967	24.365	0.15	0.163	-0.149
O	-10.122	-1.54	26.16	-0.148	0.726	0.123
O	1.95	4.383	-5.165	-0.082	-0.409	-0.108
O	2.693	-4.167	-5.519	-0.381	0.139	0.451
O	-2.364	-2.255	-0.264	-0.367	0.411	-0.261
O	-0.679	-3.605	24.5	-0.203	0.34	-0.302
O	-6.344	5.639	-1.153	0.392	0.377	-0.397
O	-1.868	1.289	-6.809	0.156	0.27	0.518
O	2.788	3.41	-2.81	0.038	0.089	0.197
O	-6.276	-4.239	-5.932	0.12	-0.49	-0.684
O	-8.938	1.377	23.087	0.069	-0.112	0.226
O	-5.371	6.424	-3.669	-0.141	0.157	0.031
O	-9.625	2.29	-4.914	0.145	0.37	-0.023
O	-0.327	5.245	-4.26	0.193	-0.545	0.421
O	-0.089	4.508	-6.777	-0.16	-0.457	0.134
O	4.392	3.593	26.268	-0.026	-0.128	-0.067
O	-2.886	-2.813	25.226	-0.597	-0.29	0.28
O	1.846	-3.078	24.377	0.241	-0.053	0.058
O	-3.085	1.939	-1.547	0.688	-0.272	-0.039
O	-5.278	0.533	-2.152	-0.417	0.294	-0.172
O	0.644	6.934	-0.661	-0.15	0.528	0.425
O	-1.667	-6.724	-4.977	0.246	0.22	-0.084
O	-2.941	0.216	-3.428	-0.054	0.093	-0.319
O	-7.788	-0.752	25.353	-0.326	-0.154	-0.303
O	4.102	2.876	-4.983	-0.475	-0.332	0.395
O	-8.791	-8.026	26.292	-0.215	-0.59	0.105
O	-5.083	-2.002	-2.091	0.588	0.015	0.022
O	5.398	5.943	-1.831	0.379	0.211	0.171
O	-1	-0.496	-4.954	0.539	0.193	-0.05
O	0.86	4.297	-1.26	0.057	0.116	-0.248
O	0.597	6.335	26.321	0.41	0.332	0.009
O	-4.04	-5.579	-5.481	-0.225	0.027	-0.496
O	-9.674	-2.275	-2.965	-0.229	0.145	-0.178
O	-1.71	-2.064	-2.853	0.008	-0.353	-0.394
O	1.699	1.951	23.236	0.066	0.222	0.322
O	4.332	7.906	-3.233	0.174	0.223	-0.629
O	-7.087	6.517	-5.695	-0.421	0.007	0.181
O	3.669	-1.626	25.539	-0.149	0.774	0.15
O	4.314	-1.975	-1.824	0.116	0.621	0.035
O	4.314	-6.319	-1.581	-0.369	-0.026	-0.012
O	4.195	5.902	-7.224	-0.004	-0.34	0.545
O	-0.362	0.107	-2.548	0.121	0.527	0.082
O	-1.953	-5.231	26.249	-0.197	0.07	0.402
O	-8.798	5.088	-0.816	0.006	-0.201	0.334
O	-9.867	3.177	24.707	-0.394	-0.003	-0.053
O	-0.059	-0.438	-7.41	0.169	0.371	0.062
O	-2.527	-1.266	-6.885	-0.246	0.226	0.06
O	-0.697	7.696	-3.415	-0.028	-0.054	0.133
O	0.921	-7.243	-5.011	0.326	0.223	0.09
O	-2.798	3.251	24.685	-0.062	-0.176	0.181
O	0.071	1.306	25.119	-0.125	0.445	-0.167
O	-8.903	-4.275	-5.508	0.061	-0.398	0.514
O	-6.849	3.89	0.831	-0.102	0.082	-0.195
O	-0.821	4.101	26.242	-0.014	0.192	0.533
O	-9.478	-6.584	-1.044	-0.081	0.015	-0.367

Results
total energy: -98588.210 eV
total energy less fixed offsets of O -438.25, Si -107.07 eV per atom: -2.760 eV
